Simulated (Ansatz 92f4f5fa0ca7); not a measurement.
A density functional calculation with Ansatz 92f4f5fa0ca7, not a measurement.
Periodic cell of 215 atoms, Si132O82As1, from a study of silicon, its oxide and their interface. The atomic structure is a simulated model.
Doubt: the cutoff is far below the 930 eV that the study's wrapper takes by default for these files, so forces and energies are approximate.

Settings: functional PBE; potential files Ansatz PAW; basis plane waves; wave-function cutoff 580 eV; density cutoff ratio 5; exchange-correlation grid ratio 1; k mesh 1 x 1 x 1, Gamma-centred; self-consistency stop 5e-08 eV per atom in the density residual; occupations fixed; spin none; net charge +1 e, with a uniform compensating background and no finite-size correction.

Cell vectors (angstrom)
a  10.938  0  0
b  0  10.938  0
c  0  0  31.5432

Atoms: element, x, y, z (angstrom)
Si  10.4351  0.5767  24.3318
Si  6.0459  10.4994  24.1416
Si  2.1302  3.2512  24.0792
Si  8.7066  2.2604  24.3001
Si  0.4997  5.0549  24.1594
Si  5.0527  5.8984  24.1943
Si  3.3967  7.6518  24.1572
Si  7.8326  8.8291  23.9876
Si  1.3444  1.4787  25.4443
Si  6.9158  1.3065  25.4835
Si  4.0278  4.1019  25.318
Si  9.6612  4.1036  25.4111
Si  1.4958  6.8176  25.36
Si  6.8991  6.9497  25.2368
Si  4.2288  9.5367  25.3354
Si  9.5352  9.6416  25.4225
Si  2.7774  0.0054  26.6401
Si  8.2181  -0.0278  26.9289
Si  0.0123  2.7704  26.9048
Si  5.4473  2.7375  26.6625
Si  2.7543  5.4372  26.8287
Si  8.2202  5.5252  26.6289
Si  0.0404  8.2108  26.648
Si  5.5527  8.1998  26.7853
Si  4.1049  1.367  28.0562
Si  9.5877  1.3721  28.2567
Si  1.3863  4.1271  28.2545
Si  6.8309  4.1412  28.0076
Si  4.1614  6.8221  28.1384
Si  9.5964  6.8529  28.0355
Si  1.396  9.5898  28.0295
Si  6.8384  9.5332  28.2549
Si  0.0479  -0.0228  29.5176
Si  5.4381  0.0181  29.48
Si  2.7666  2.7096  29.5146
Si  8.1647  2.7767  29.4711
Si  -0.0245  5.5124  29.4908
Si  5.5044  5.4509  29.497
Si  2.7469  8.217  29.4384
Si  8.2516  8.162  29.5179
Si  1.3857  1.3625  30.8919
Si  6.8051  1.3837  30.8263
Si  4.1247  4.0885  30.8776
Si  9.545  4.1274  30.8345
Si  1.3692  6.8664  30.8201
Si  6.8708  6.8012  30.8847
Si  4.0866  9.582  30.8292
Si  9.5984  9.5493  30.8834
Si  2.7409  -0.0288  0.6923
Si  8.1696  0.0096  0.645
Si  -0.0396  2.7531  0.6605
Si  5.479  2.7113  0.7066
Si  2.7086  5.4865  0.653
Si  8.2159  5.4329  0.7268
Si  0.0337  8.1805  0.7047
Si  5.4613  8.2127  0.6376
Si  4.0936  1.3388  2.0513
Si  9.5021  1.3885  2.0101
Si  1.3122  4.1402  2.0287
Si  6.8494  4.0498  2.082
Si  4.0898  6.8602  2.0008
Si  9.6097  6.7978  2.061
Si  1.3628  9.5775  2.0662
Si  6.8332  9.5472  2.0324
Si  -0.0969  -0.0025  3.305
Si  5.5043  0.0089  3.4357
Si  2.6834  2.7381  3.301
Si  8.178  2.6722  3.5194
Si  -0.0198  5.4622  3.5341
Si  5.439  5.4708  3.2933
Si  2.6905  8.1565  3.4279
Si  8.246  8.1841  3.3553
Si  1.25  1.3873  4.6296
Si  6.8317  1.2852  4.9375
Si  4.0559  4.116  4.6467
Si  9.5291  4.0569  4.8991
Si  1.3534  6.8642  4.9091
Si  6.8552  6.7829  4.6555
As  4.0951  9.5518  4.8942
Si  9.5684  9.5672  4.7491
Si  2.5167  0.0899  6.1235
Si  8.2287  -0.1451  6.2833
Si  -0.0264  2.6469  6.2132
Si  5.3664  2.761  6.0765
Si  2.7463  5.422  6.1511
Si  8.092  5.4305  6.1903
Si  -0.0176  8.2893  6.2381
Si  5.6385  8.0852  6.1974
Si  3.4847  1.9313  7.1965
Si  10.0146  0.8272  7.4874
Si  1.771  3.6487  7.3708
Si  6.2101  4.5091  7.393
Si  4.627  6.2832  7.2752
Si  9.1694  7.1715  7.3419
Si  0.8541  10.128  7.5461
Si  7.4445  8.8882  7.5264
O  4.5788  6.5961  8.8997
O  1.3791  3.9803  8.9556
O  9.7697  6.544  8.7577
O  1.2969  10.0953  9.1686
O  6.0808  4.209  9.0337
O  3.7242  1.5458  8.7678
O  7.1437  8.9554  9.1686
O  9.6469  1.0764  9.0887
O  8.2486  2.5325  22.7389
O  10.9963  5.5574  22.6415
O  5.6404  0.0878  22.6307
O  5.2986  5.3999  22.6322
O  2.144  2.8019  22.4758
O  3.3322  7.8504  22.5044
O  8.3835  8.7443  22.4086
O  -0.1779  11.2423  22.7409
Si  2.1622  2.9903  12.9
Si  8.6842  1.2954  10.3801
Si  1.0725  4.5067  15.3565
Si  7.55  5.5659  12.2072
Si  2.4126  8.187  21.2102
Si  5.4163  7.7662  12.4868
Si  9.2645  0.4555  15.5115
Si  2.9142  -0.0403  16.6564
Si  10.4768  1.1653  12.6193
Si  7.7676  2.8333  21.2297
Si  9.1382  8.7888  14.4774
Si  1.4693  4.7872  10.3705
Si  4.4819  9.4894  19.134
Si  11.0728  6.1026  21.1106
Si  6.6176  10.4498  14.8527
Si  5.3927  0.7353  21.1687
Si  2.3473  9.7977  10.3947
Si  0.4293  10.6343  21.383
Si  5.8583  5.2539  21.125
Si  3.6431  7.0861  10.1132
Si  9.0501  5.684  14.8427
Si  3.6652  4.0792  19.0962
Si  10.0333  3.6668  19.3158
Si  4.2583  8.6649  15.3686
Si  0.4578  1.9221  17.1582
Si  6.7921  7.5365  19.2442
Si  5.259  3.6259  16.7419
Si  7.7855  5.0166  17.5232
Si  6.6839  9.9061  10.4129
Si  4.3842  1.0348  10.1318
Si  -0.0221  9.0941  11.9199
Si  9.1015  8.6328  20.9338
Si  4.5581  1.6697  14.5804
Si  2.4471  2.0817  21.0455
Si  6.325  3.3251  10.3812
Si  3.4328  5.9196  16.7448
Si  9.8803  6.543  10.3735
O  0.1301  2.634  18.5868
O  2.9259  9.6315  15.5817
O  10.8633  4.8077  20.1424
O  7.5577  2.3675  9.9461
O  10.9281  5.3546  10.8284
O  6.5864  6.7022  12.8823
O  10.3073  8.069  10.8073
O  7.6727  9.4576  14.0129
O  8.4092  6.2116  10.9842
O  5.3599  10.4923  20.0624
O  2.1713  3.7534  11.4423
O  7.9721  8.551  19.7538
O  6.2063  6.7304  20.5416
O  5.5129  2.718  15.4116
O  1.3104  0.9218  20.696
O  6.0756  9.0258  11.6536
O  4.6131  4.9896  16.1136
O  6.5957  3.9096  17.6367
O  10.568  10.6797  11.8234
O  5.585  0.4994  13.9927
O  8.0189  5.0928  15.9279
O  9.728  9.8162  15.6122
O  -0.3918  5.1492  15.1373
O  1.5666  6.8442  20.7954
O  1.5002  0.6373  17.1744
O  6.5935  1.7799  20.8009
O  1.0103  1.8219  12.8585
O  3.2543  5.4972  18.3378
O  9.53  2.011  11.5939
O  1.0246  3.0994  16.1813
O  8.5995  5.1352  13.3778
O  10.2922  8.6012  13.3353
O  1.4436  9.4016  21.6975
O  10.084  9.931  20.6013
O  3.1759  0.2002  10.8949
O  5.0554  2.3666  10.8348
O  1.7641  4.1767  13.9302
O  7.9507  10.8401  10.8779
O  9.1369  4.4744  18.2257
O  5.636  9.4995  15.7747
O  5.5506  -0.0403  9.8107
O  3.5987  2.3171  13.398
O  1.9731  5.6538  16.0756
O  9.7141  1.0344  14.049
O  4.3905  6.9376  11.5393
O  4.7631  4.476  20.2211
O  9.9514  1.352  16.6566
O  6.6832  4.297  11.6488
O  5.5785  8.4064  18.5784
O  9.0742  2.7377  20.2587
O  3.6047  1.1331  15.7803
O  4.2197  3.0754  17.9039
O  9.9105  7.217  20.8844
O  3.3581  8.6624  9.8132
O  3.9354  7.4291  16.3904
O  7.6298  0.4867  15.7081
O  8.9324  7.2969  15.0456
O  3.9316  1.4366  21.1579
O  1.604  9.1139  11.7006
O  2.3184  6.1596  10.1614
O  7.3501  6.4645  18.1427
O  7.2278  4.3702  21.1254
O  4.5489  8.2206  13.8095
O  3.3277  8.6765  19.9606
O  2.497  3.236  19.8738
O  3.7408  10.3692  17.9694

Results
free energy: -135410.922 eV
free energy less fixed offsets of As -4856.12, O -568.88, Si -635.61 eV per atom: -6.122 eV

Forces (eV/angstrom), in the order of the atoms: element, x, y, z
Si  0.0435  -0.0112  -0.1661
Si  -0.0281  0.0892  -0.1391
Si  0.0016  -0.0679  -0.18
Si  -0.0792  0.0192  -0.1487
Si  -0.0406  0.0714  -0.1528
Si  0.0576  -0.0633  -0.1797
Si  -0.0298  0.0156  -0.1652
Si  0.0688  -0.0369  -0.1878
Si  -0.0209  0.0325  0.0743
Si  0.0203  -0.0324  0.0846
Si  -0.0327  0.0067  0.0397
Si  0.0326  -0.0331  0.0549
Si  0.0125  -0.0156  0.0559
Si  -0.0134  0.021  0.0175
Si  0.0073  -0.0191  0.0378
Si  -0.0567  0.0093  0.0914
Si  -0.0007  0.0253  -0.1404
Si  0.012  -0.0024  0.2048
Si  0.011  -0.0076  0.1993
Si  0.0076  -0.0125  -0.1118
Si  0.0011  0.0017  0.1243
Si  0.0257  0.0119  -0.1253
Si  0.0212  0.0199  -0.1209
Si  0.0232  0.0072  0.0912
Si  -0.0063  0.0428  0.0589
Si  -0.0105  -0.0056  -0.3562
Si  0.0011  -0.0576  -0.3433
Si  0.0136  -0.0636  0.1202
Si  -0.0955  0.0198  -0.0963
Si  -0.0271  0.0082  0.0866
Si  -0.0532  -0.0012  0.1195
Si  0.0725  0.0796  -0.3324
Si  0.0377  -0.0398  0.0178
Si  -0.0009  0.0265  0.0323
Si  0.0147  -0.0223  0.0512
Si  -0.0452  0.0516  -0.0071
Si  -0.0312  0.0196  0.0515
Si  0.0347  -0.0299  0.0041
Si  0.0161  -0.0314  -0.067
Si  0.0416  -0.0547  0.0599
Si  -0.0158  0.0048  -0.0171
Si  0.0117  0.0175  -0.0044
Si  -0.0003  0.0099  -0.0005
Si  -0.0176  -0.0147  -0.0111
Si  0.024  0.0328  -0.0098
Si  -0.0027  -0.0171  -0.0244
Si  -0.0331  -0.0258  -0.0201
Si  0.0183  0.0302  0.0103
Si  0.0212  0.0096  0.0299
Si  -0.0123  -0.0092  -0.0554
Si  0.0171  0.0135  -0.0195
Si  0.022  -0.0037  -0.0252
Si  -0.0394  -0.0294  -0.051
Si  0.0048  -0.0082  0.013
Si  -0.0119  -0.0512  -0.0262
Si  0.0284  0.0221  0.0018
Si  0.0478  -0.0028  -0.0226
Si  -0.0836  0.0843  -0.0599
Si  -0.0566  0.0826  -0.0113
Si  0.0464  -0.0703  -0.0296
Si  -0.1174  0.0426  -0.0978
Si  0.0679  -0.0441  -0.0049
Si  0.0032  -0.0441  -0.0442
Si  0.002  0.0431  -0.0046
Si  0.1877  -0.0134  0.3204
Si  -0.0656  -0.049  0.0748
Si  0.0283  -0.0232  0.3364
Si  0.0064  0.0755  -0.1068
Si  0.0135  -0.0411  -0.1393
Si  0.0571  -0.0699  0.387
Si  0.0864  0.0465  0.0947
Si  -0.1244  -0.0196  0.1798
Si  -0.0064  0.0124  -0.099
Si  0.0377  0.0382  0.0937
Si  -0.0377  -0.0015  -0.1772
Si  -0.0018  -0.0332  0.1662
Si  -0.0392  -0.0524  0.1145
Si  -0.006  0.0076  -0.1107
As  0.0106  0.0162  0.1185
Si  -0.0127  -0.003  -0.0701
Si  0.2359  -0.0576  -0.1458
Si  -0.0196  0.0236  -0.0374
Si  0.0335  0.012  -0.0528
Si  0.0195  -0.0163  -0.08
Si  0.0243  -0.0281  -0.0549
Si  -0.0095  -0.0307  -0.0597
Si  0.0372  0.0042  -0.0712
Si  -0.1772  0.0665  -0.179
Si  -0.0305  0.0197  0.175
Si  -0.0656  0.1081  0.2009
Si  -0.1037  0.0239  0.1777
Si  0.0341  -0.0134  0.2162
Si  -0.0511  0.0415  0.2468
Si  0.0468  -0.1131  0.1666
Si  0.0984  -0.0509  0.3317
Si  -0.0712  0.0832  0.2632
O  0.0782  -0.0661  -0.3492
O  0.0317  -0.107  -0.3528
O  -0.1097  0.0799  -0.3963
O  -0.1303  0.0361  -0.4097
O  -0.0116  0.0846  -0.3647
O  -0.0856  0.1  -0.3504
O  0.0971  -0.0846  -0.3727
O  0.1339  -0.0647  -0.3829
O  0.0696  -0.0479  0.301
O  0.0321  -0.0805  0.2873
O  0.0495  -0.094  0.2867
O  -0.0668  0.0547  0.3061
O  -0.0205  0.0835  0.2814
O  0.0693  -0.0344  0.2906
O  -0.1002  0.025  0.2953
O  -0.0659  0.0632  0.2819
Si  0.0168  -0.0234  0.3158
Si  -0.0229  0.0569  0.4023
Si  -0.0073  0.0121  0.1427
Si  0.0381  0.0341  0.3048
Si  -0.0582  0.0403  -0.2782
Si  0.0012  -0.0113  0.3438
Si  -0.0238  -0.0052  0.1453
Si  -0.0272  0.0101  0.0185
Si  0.0412  -0.0005  0.3201
Si  -0.004  0.0453  -0.302
Si  -0.0549  0.0115  0.1701
Si  0.0429  -0.0215  0.4213
Si  0.0081  0.0069  -0.1259
Si  -0.0049  0.0099  -0.2868
Si  0.021  0.0133  0.1223
Si  -0.042  0.0256  -0.2996
Si  0.0244  -0.0805  0.4124
Si  0.0635  -0.0487  -0.2461
Si  0.0317  0.0005  -0.3012
Si  -0.0678  -0.016  0.4215
Si  0.0412  0.0111  0.1869
Si  -0.0033  0.0168  -0.132
Si  -0.0021  -0.0045  -0.1316
Si  -0.0409  0.0307  0.1758
Si  0.0121  -0.022  -0.0118
Si  -0.0079  -0.0155  -0.1219
Si  0.0017  0.0176  0.022
Si  -0.0183  -0.0114  0.0061
Si  -0.0694  0.0346  0.4391
Si  0.0493  -0.0324  0.3733
Si  -0.0998  0.0252  0.3292
Si  0.0276  -0.0213  -0.272
Si  0.0194  -0.0072  0.1794
Si  0.0368  -0.024  -0.2703
Si  0.1134  -0.006  0.397
Si  0.0018  -0.0068  0.0007
Si  -0.0255  0.0125  0.4541
O  -0.013  0.0183  0.0457
O  0.0149  -0.0192  -0.0381
O  0.0223  0.0567  0.1006
O  -0.0098  0.0298  -0.1013
O  0.0081  -0.0014  -0.1249
O  -0.0097  0.003  -0.108
O  -0.0181  -0.0813  -0.1828
O  -0.0033  -0.0201  -0.0795
O  0.0755  0.0313  -0.1914
O  0.0177  0.0493  0.1034
O  -0.0329  0.0903  -0.2527
O  0.0496  0.0202  0.0901
O  -0.0245  -0.0421  0.1027
O  -0.0088  -0.0228  -0.0563
O  -0.0265  -0.0045  0.0837
O  0.0555  0.1186  -0.2336
O  0.0015  0.0003  -0.0116
O  0.0041  0.0027  0.0018
O  -0.0054  -0.0343  -0.1391
O  -0.0042  -0.0025  -0.0764
O  0.0131  0.0059  -0.0598
O  0.0037  -0.02  -0.0595
O  -0.0272  0.0052  -0.0546
O  0.0077  0.0033  0.0836
O  0.0022  0.0019  0.0037
O  0.0079  -0.0119  0.0889
O  -0.0181  -0.0235  -0.1011
O  0.003  -0.0107  0.0347
O  -0.0989  -0.0003  -0.2169
O  -0.0008  0.0221  -0.0389
O  -0.0707  -0.0083  -0.1799
O  0.0873  0.0114  -0.1859
O  -0.0019  0.0009  0.0668
O  0.0028  0.014  0.0828
O  0.0054  0.0389  -0.1218
O  -0.0509  -0.043  -0.1281
O  0.0218  -0.0401  -0.1413
O  -0.0298  -0.0152  -0.1329
O  0.0204  -0.0121  0.0375
O  0.005  -0.0068  -0.0436
O  -0.0136  0.0065  -0.1692
O  -0.0537  0.0275  -0.1283
O  -0.0137  -0.0153  -0.0373
O  0.0522  0.0282  -0.1781
O  -0.0842  -0.0202  -0.2192
O  0.0432  0.0287  0.1064
O  -0.0112  -0.0112  -0.0303
O  -0.0672  -0.1102  -0.1947
O  -0.0024  0.0041  0.0327
O  -0.0473  -0.0186  0.0975
O  0.0208  0.0223  -0.0517
O  -0.0089  0.0026  0.0311
O  0.0073  -0.0012  0.0762
O  0.0168  0.0129  -0.1271
O  0.0133  0.0231  -0.0374
O  -0.0031  -0.0099  -0.0378
O  -0.0022  0.0054  -0.0558
O  0.0115  -0.0001  0.0764
O  0.0883  0.0329  -0.1877
O  0.0317  0.0212  -0.1093
O  -0.008  0.0229  0.0338
O  -0.0014  -0.0227  0.0863
O  0.057  -0.043  -0.215
O  -0.0459  -0.0361  0.1067
O  -0.0239  -0.0446  0.0986
O  0.0172  -0.0198  0.0374

The program warned: the cutoff lies below the one the program advises for these potential files; the exchange-correlation potential is rough where the density is thin.
